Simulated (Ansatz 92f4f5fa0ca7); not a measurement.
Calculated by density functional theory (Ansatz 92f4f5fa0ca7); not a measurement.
Periodic cell of 259 atoms, Si136O81H32N10, with a vacuum gap, from a study of silicon, its oxide and their interface. The atomic structure is a simulated model.

Settings
functional: r2SCAN
potential files: Ansatz PAW
basis: plane waves
wave-function cutoff: 800 eV
density cutoff ratio: 5
exchange-correlation grid ratio: 1
k mesh: 1 x 1 x 1, shifted by 0.5 0.5 0 of a step
self-consistency stop: 1e-11 eV per atom in the density residual
occupations: fixed
spin: none
net charge: 0
applied field: sawtooth along c, amplitude -0.015 V/angstrom in the program's sign convention, ramp centred at 0.9890 of c and 0.0220 of c wide, no dipole correction

Cell vectors (angstrom)
a 10.88 0 0
b 0 10.88 0
c 0 0 45.4244

Atoms: element, x, y, z (angstrom)
Si 0.3004 -0.4448 31.6611
Si 2.986 2.2292 31.5297
Si -0.3835 5.5827 31.8566
Si 2.6224 8.2842 31.984
Si 5.114 0.057 32.1263
Si 7.9889 2.8079 31.7443
Si 5.7785 5.0457 31.547
Si 8.4304 7.925 31.765
Si 1.3274 1.2798 32.9388
Si 4.102 3.9428 32.8224
Si 1.3348 6.678 33.0679
Si 3.9374 9.4957 33.4576
Si 6.785 1.3284 33.1136
Si 9.3997 4.0313 33.1717
Si 6.7732 6.7257 32.9514
Si 9.573 9.4554 33.0857
Si 0.0022 2.6575 34.3572
Si 2.5538 0.0436 34.5859
Si 0.0197 8.0896 34.4727
Si 2.7708 5.3079 34.3036
Si 5.3979 2.7088 34.4059
Si 8.1871 -0.0439 34.4048
Si 5.4662 8.0593 34.4437
Si 8.0703 5.4386 34.475
Si 1.3913 4.0112 35.714
Si 4.0473 1.3734 35.801
Si 1.2869 9.4829 35.8816
Si 4.0803 6.6991 35.7483
Si 6.7321 4.0628 35.8015
Si 9.5282 1.3247 35.768
Si 6.8295 9.4618 35.7623
Si 9.4963 6.7654 35.7989
Si -0.0495 -0.0172 37.1985
Si 2.7152 2.7132 37.1655
Si 0.0266 5.3973 37.0855
Si 2.7466 8.119 37.1185
Si 5.443 -0.0224 37.0873
Si 8.1542 2.7123 37.1123
Si 5.4181 5.4058 37.1799
Si 8.1729 8.1448 37.1641
Si 1.3516 1.3504 38.5084
Si 4.0652 4.0642 38.5293
Si 1.3636 6.7794 38.4648
Si 4.096 9.5192 38.4715
Si 6.7926 1.3401 38.4646
Si 9.5385 4.0723 38.4721
Si 6.8048 6.7845 38.4998
Si 9.5003 9.5051 38.5449
Si 0.0141 2.733 6.937
Si 2.7139 -0.0104 6.9346
Si 0.0351 8.1581 6.9367
Si 2.7148 5.4458 6.9236
Si 5.4429 2.6969 6.9332
Si 8.157 0.0187 6.9325
Si 5.4678 8.1815 6.9078
Si 8.2204 5.4704 6.9346
Si 1.3634 4.1129 8.3
Si 4.0444 1.3648 8.3038
Si 1.3578 9.527 8.3287
Si 4.0535 6.8598 8.2242
Si 6.8433 4.0858 8.231
Si 9.5441 1.3632 8.2795
Si 6.856 9.5067 8.2773
Si 9.5951 6.8337 8.3453
Si -0.01 0.0185 9.6995
Si 2.6802 2.7652 9.6874
Si 0.0972 5.4924 9.7262
Si 2.7029 8.1452 9.6775
Si 5.4315 -0.0547 9.5537
Si 8.2293 2.7623 9.6064
Si 5.4757 5.5264 9.4771
Si 8.2899 8.2598 9.7071
Si 1.2745 1.4021 11.0815
Si 4.1048 4.2591 10.8454
Si 1.4193 6.8505 11.1994
Si 4.1252 9.4678 10.9537
Si 6.796 1.3489 10.7862
Si 9.6107 4.1101 11.0107
Si 6.8626 6.8273 10.8409
Si 9.5952 9.6273 11.2463
Si -0.0825 2.7927 12.5748
Si 2.8059 0.0144 12.23
Si 0.136 8.2046 12.717
Si 2.932 5.5273 12.4825
Si 5.5214 2.8409 11.9622
Si 8.0214 0.2319 12.4055
Si 5.5559 8.1263 12.2656
Si 8.1996 5.5009 12.2281
Si 1.8131 3.8325 13.6202
Si 4.0496 1.6802 13.2667
Si 1.716 9.6889 13.888
Si 4.8319 6.4293 13.7543
Si 6.8195 4.0594 13.4682
Si 8.8375 1.9059 13.8874
Si 6.9121 9.457 13.653
Si 9.091 7.1019 13.7061
Si 0.3209 6.1408 17.7642
Si 5.4727 0.4021 15.7409
Si 7.2485 2.7251 16.3737
Si 5.8863 8.2618 16.0982
Si 5.3283 3.6426 18.5814
Si 9.3235 4.1215 17.9655
Si 2.6075 4.6293 18.4906
Si 14.2706 -1.2824 16.5135
Si 10.7631 11.5976 15.6897
Si 0.0518 4.8873 20.1951
Si 0.4588 9.7748 28.7029
Si 9.3337 6.4577 24.6133
Si 1.1049 3.5704 16.4116
Si 3.2465 1.6412 17.7561
Si 1.0991 -0.4875 18.0528
Si -2.3475 9.0364 25.8009
Si 10.6974 10.1457 20.6933
Si 13.3851 0.7521 21.706
Si 10.9109 8.2556 22.9643
Si 8.6513 6.7214 16.6667
Si 2.5752 -6.9376 21.5017
Si 0.6348 5.5216 23.0316
Si 5.0077 1.1361 20.235
Si 8.4944 1.6179 23.2625
Si 11.337 5.3292 29.0982
Si 1.5403 2.7224 28.669
Si 5.6005 3.7049 21.4246
Si 7.4621 11.0617 27.7369
Si 10.671 10.8108 24.4915
Si 7.4392 4.1406 23.9696
Si -1.0959 1.259 29.4758
Si 6.5493 9.3083 29.9156
Si 17.6008 -0.6969 23.7603
Si 14.8201 0.2557 24.4948
Si 7.6891 0.1683 21.0263
Si 1.7503 0.6704 26.4746
Si 12.9584 7.4994 28.3692
Si 10.3987 7.3133 27.3459
Si 15.4267 -3.7674 29.6386
Si 6.3016 12.6808 25.3229
O 1.4943 -1.5424 31.4376
N -0.1782 -0.1311 29.9994
O 4.1275 1.0688 31.2846
O 2.4304 2.5486 30.0171
O 5.7271 -2.7601 29.21
O -5.7562 -0.8058 24.1005
O 1.1549 7.292 27.0233
O 2.1768 1.9496 27.3838
O 6.6192 -0.2144 29.0512
O 7.9732 -2.1794 30.3883
O 9.5119 6.7794 31.3105
O 10.8466 4.7092 30.5038
O 6.9217 3.9172 31.1079
O 5.1744 5.7041 30.1557
O 6.6186 12.0957 26.813
O 9.8608 11.6299 23.3537
O 1.4643 4.4499 15.0903
O 2.906 2.6403 13.9462
O -1.6126 11.8234 15.1521
O 0.7372 10.7721 14.6128
O 5.1439 7.1447 15.1901
O 5.1298 12.0649 14.3771
O 8.5757 2.8365 17.3287
N 6.1276 -1.1371 15.2151
N 7.6597 13.9304 14.6687
O 8.1391 8.4081 13.9941
O 8.9183 6.2773 15.1223
O 10.1935 7.2443 17.0725
O 1.9602 5.9742 17.7379
O -0.1166 10.797 17.0713
O 6.6422 1.2263 16.497
O 10.7998 6.263 19.3385
O 11.4159 2.1632 15.8904
O 6.2352 3.9228 19.9202
O 5.6517 5.0336 14.0754
O 8.3854 5.4441 17.6523
O 6.1266 3.6617 17.1523
O 4.6475 8.6998 17.077
N 4.5311 2.095 18.8554
O 4.2078 4.8273 18.61
O 10.5705 5.1259 21.7527
N 10.8027 4.5259 17.2121
N 1.7617 4.4532 20.0448
O 18.181 7.6751 16.7372
O 2.4161 2.3487 21.601
O 2.8774 -1.6672 14.9822
N 3.9539 0.3817 16.6488
O 1.1343 7.0726 22.9281
O 4.1319 4.3963 21.4966
O 9.5151 7.5713 23.445
O 5.3207 2.1046 21.5185
O 10.8831 13.1735 28.9212
N 2.4715 3.2262 17.4145
O 1.9988 0.8141 18.4199
O -0.7372 -4.9724 28.1434
O 2.0961 -1.5776 17.4171
O 0.5343 -1.3751 23.869
N 7.2574 0.89 24.2185
O -4.352 4.2548 22.6242
O 7.9782 -5.2919 24.4392
O -1.2622 10.2054 25.5431
O 13.9216 -0.0921 25.8234
O 11.2815 9.6954 19.2819
O 15.6159 1.6135 24.922
O 10.6241 16.3302 24.4102
O -1.1235 3.918 19.5397
O 10.5761 8.7858 21.5103
O 7.4612 -1.8894 24.5816
O -0.6484 -2.2404 28.2894
O 11.671 0.9857 25.1944
O 8.0167 -9.2795 21.7185
O 8.7092 3.1622 23.6781
N 9.3108 7.4744 26.0307
O 12.2444 6.5993 29.5231
O 6.4258 0.3257 19.9923
O 14.4925 7.0111 28.3017
O 6.6264 3.3897 25.1685
O 3.6224 -3.167 30.8257
O 1.9135 -6.321 22.8683
O 1.0125 -10.6911 21.352
O 9.1549 10.6402 20.4408
O 7.1564 10.0265 22.1959
O 7.7171 9.6017 27.0746
O 12.2917 4.2924 28.3083
O 19.72 22.6356 28.2173
O 16.6359 9.7563 31.2246
O -2.0069 1.9569 30.6339
O 13.8263 0.3798 23.2251
O 12.7853 -1.8513 28.8738
O 11.6543 -0.1898 27.4183
O 3.7154 0.239 20.7019
H 2.1739 0.529 39.4408
H 0.5436 2.1857 39.4408
H 4.8901 3.2455 39.4618
H 3.2528 4.8953 39.4618
H 0.5572 7.6163 39.3972
H 2.1907 5.963 39.3972
H 4.9281 8.7078 39.4039
H 3.2647 10.3314 39.4039
H 5.973 2.164 39.397
H 7.6275 0.5315 39.397
H 10.3652 3.2555 39.4045
H 8.7412 4.918 39.4045
H 7.6566 5.9938 39.4323
H 6.0012 7.6241 39.4323
H 8.6937 10.3419 39.4774
H 10.342 8.7038 39.4774
H 0.8222 1.8977 6.0045
H -0.8126 3.5498 6.0045
H 3.5452 -0.8226 6.0022
H 1.8917 0.811 6.0022
H 0.8415 7.3212 6.0043
H -0.8066 8.9595 6.0043
H 3.5271 4.6147 5.9912
H 1.8876 6.2622 5.9912
H 4.618 3.5155 6.0008
H 6.2625 1.8729 6.0008
H 8.9636 -0.8181 6
H 7.3222 0.8272 6
H 4.6357 8.9929 5.9754
H 6.2713 7.3419 5.9754
H 9.0177 4.6248 6.0022
H 7.3687 6.2611 6.0022

Results
free energy: -137554.745 eV
free energy less fixed offsets of H -15.71, N -386.36, O -570.45, Si -639.56 eV per atom: -1.815 eV

Forces (eV/angstrom), in the order of the atoms: element, x, y, z
Si -0.0035 -0.0003 -0.0141
Si -0.0038 -0.003 -0.0004
Si 0.0029 0.0002 -0.0173
Si -0.0007 0.0001 -0.0122
Si -0.0043 -0.0053 -0.0144
Si 0.0062 -0.0009 -0.0072
Si -0.001 0.0048 0.0038
Si 0 0.0115 -0.0098
Si 0.0072 -0.0014 -0.0181
Si -0.0035 -0.005 -0.0136
Si -0.0079 0.0032 -0.0065
Si -0.0015 0.006 -0.0135
Si -0.0096 -0.002 -0.0122
Si -0.0033 0.0028 -0.0092
Si 0.0034 -0.0001 -0.0119
Si -0.0002 -0.0087 -0.0162
Si 0.0074 -0.0163 0.0146
Si -0.0074 -0.0035 0.007
Si -0.0028 0.0161 0.0068
Si 0.0061 0.0099 0.0066
Si 0.0028 0.0029 0.0073
Si 0.0148 -0.0088 0.0083
Si 0.001 -0.0086 0.0178
Si -0.0071 0.0011 0.0098
Si -0.0106 -0.0037 0.0275
Si -0.0181 -0.0224 0.0265
Si -0.0084 -0.02 0.0092
Si -0.0221 -0.004 0.0144
Si 0.015 0.0011 0.0206
Si -0.008 0.0034 0.0122
Si 0.0005 0.0055 0.0132
Si 0.0077 0.0136 0.0196
Si 0.0101 0.0083 0.1936
Si -0.0282 0.0228 0.2005
Si 0.0101 0 0.1715
Si -0.0027 0.0175 0.1568
Si 0.0375 -0.0168 0.1801
Si 0.0257 -0.0369 0.165
Si -0.0237 0.0399 0.2009
Si 0 -0.0282 0.193
Si -0.0286 -0.0393 0.3481
Si -0.0539 0.0388 0.468
Si 0.1011 -0.0701 0.2102
Si 0.0164 -0.2241 0.1889
Si 0.1074 0.018 0.1734
Si 0.0171 -0.0824 0.1539
Si -0.0517 0.0458 0.3256
Si -0.0612 0.0781 0.4891
Si 0.0232 -0.0108 -0.2814
Si -0.1084 0.1249 -0.1733
Si -0.0502 0.0759 -0.2296
Si 0.0617 -0.0034 -0.4544
Si -0.0173 0.1222 -0.2605
Si 0.1521 -0.0293 -0.4306
Si -0.0426 -0.034 -0.4185
Si -0.0605 -0.0087 -0.1601
Si 0.01 -0.0265 -0.1886
Si -0.0395 0.0379 -0.1778
Si -0.0385 0.043 -0.1758
Si 0.0238 -0.0167 -0.1803
Si -0.0285 0.0267 -0.1655
Si 0.026 -0.0304 -0.1666
Si 0.0275 -0.0382 -0.193
Si -0.0213 -0.0051 -0.1902
Si 0.0082 0.0126 -0.0139
Si 0.0145 -0.0033 -0.012
Si 0.0058 0.0102 -0.0307
Si 0.0099 -0.0053 -0.0275
Si 0.0121 0.0208 -0.02
Si -0.0064 0.0114 -0.0183
Si 0.0045 -0.0103 0.0047
Si -0.0164 -0.0088 -0.0251
Si -0.0083 -0.0035 -0.0104
Si 0.0178 0.0087 -0.0063
Si 0.0074 -0.0075 -0.0004
Si 0.0059 -0.0006 -0.0136
Si -0.0012 0.0045 -0.0089
Si -0.0124 -0.0108 -0.0123
Si -0.021 -0.0071 -0.0044
Si 0.0007 0.0139 -0.0093
Si 0.0067 -0.0001 0.0211
Si 0.0009 0.0081 0.0255
Si -0.0023 0.0031 0.0157
Si 0.0024 -0.0122 0.0138
Si -0.0074 0.001 0.0133
Si -0.0058 -0.0058 0.0212
Si 0.0131 0.0023 0.0153
Si -0.0006 0.0113 0.022
Si -0.0036 0.0077 -0.0286
Si 0.0068 -0.0104 -0.0228
Si -0.0069 -0.0001 -0.0396
Si -0.0125 -0.0059 -0.039
Si -0.0108 0.0043 -0.0264
Si 0.0157 -0.0085 -0.0288
Si -0.0095 0.0051 -0.0369
Si 0.0122 -0.0068 -0.0368
Si -0.0075 0.0015 -0.0379
Si 0.009 -0.0141 -0.0398
Si 0.0097 -0.0071 -0.0552
Si -0.0013 0.0044 -0.0373
Si 0.0004 -0.0002 -0.0441
Si -0.0052 0.0002 -0.0383
Si 0.001 -0.0027 -0.0408
Si 0.0055 -0.0066 -0.0336
Si -0.0068 -0.0006 -0.043
Si -0.0019 0.0005 -0.0456
Si -0.0003 -0.0023 -0.0282
Si 0.0046 -0.0089 -0.037
Si -0.003 -0.0015 -0.0443
Si -0.0026 -0.0119 -0.0413
Si 0.0052 0.0052 -0.0487
Si 0.0041 -0.0004 -0.0363
Si 0.0105 0.0016 -0.0526
Si 0.0007 0.0031 -0.0465
Si 0.005 0.0003 -0.0424
Si -0.0066 0.0053 -0.041
Si -0.0018 0.0058 -0.0425
Si 0.0066 -0.0108 -0.0414
Si -0.0074 0.009 -0.0458
Si -0.0015 0.0053 -0.0368
Si 0.0008 0.0065 -0.0357
Si -0.0013 -0.0025 -0.0354
Si -0.009 -0.0031 -0.0455
Si -0.0055 -0.0003 -0.0442
Si 0.0003 -0.0017 -0.0379
Si -0.0028 -0.0015 -0.0373
Si 0.0038 -0.0072 -0.0355
Si 0.0035 0.0038 -0.0277
Si -0.0002 0.0058 -0.036
Si -0.0005 0.004 -0.0419
Si -0.0021 0.0024 -0.0415
Si 0.0055 -0.0062 -0.0439
Si -0.0091 0.0007 -0.0325
Si -0.0113 0.0029 -0.0422
Si -0.0036 0.0079 -0.027
Si -0.0004 0.0058 -0.04
O 0.0047 -0.0027 0.0069
N 0.0003 0.0027 0.0278
O -0.0009 -0.0039 0.0055
O 0.0104 -0.0001 0.0325
O -0.0033 -0.0031 0.0061
O 0 -0.0006 0.0119
O 0.0056 -0.0004 0.0177
O -0.0015 0.0109 0.0226
O -0.0066 -0.0074 0.0211
O 0.0011 -0.0088 0.0114
O -0.0002 -0.0063 0.0074
O -0.0043 -0.0005 0.0253
O -0.0003 0.0005 -0.0009
O 0.0051 -0.0144 0.0239
O 0.0047 -0.0078 0.0262
O 0.0066 -0.0052 0.0163
O -0.0031 -0.0017 0.0372
O -0.0064 -0.0017 0.0031
O 0.004 -0.0035 0.0195
O -0.0046 0.0076 0.0174
O 0.0031 0.0082 0.0197
O 0.0066 0.0055 0.035
O 0.0073 0.0048 0.0193
N -0.0101 0.0018 0.0315
N -0.0005 -0.0058 0.0245
O 0.0031 -0.0029 0.0182
O -0.0013 -0.0031 0.0319
O 0.0086 -0.003 0.0104
O 0.0039 -0.0032 0.0194
O 0.007 -0.0058 0.0224
O 0.0013 0.0065 0.0152
O 0.0004 -0.0038 0.0232
O 0.0039 0.0071 0.0157
O 0.003 0.0045 0.0325
O 0.0099 0.0061 0.0159
O 0.0015 -0.0076 0.013
O -0.0123 0.0047 0.0233
O -0.0101 -0.0001 0.0178
N 0.0083 -0.0018 0.0236
O 0.002 0.001 0.0147
O -0.0007 0.0059 0.0356
N -0.0047 0.0042 0.0272
N 0.0003 -0.0031 0.0373
O 0.0094 -0.0072 0.0108
O -0.0002 -0.0068 0.0119
O 0.0063 -0.0045 0.0236
N -0.0089 0.0107 0.0324
O -0.0011 0.0041 0.0085
O 0.0024 0.0004 0.0159
O -0.0082 -0.0024 0.0184
O 0.0043 0.0013 0.0203
O -0.0052 -0.0013 0.0151
N 0.0083 0.0036 0.024
O -0.0035 0.0005 0.0195
O 0.0019 -0.0083 0.0136
O -0.0109 0.0012 0.0198
O 0.001 0.0084 0.0167
N -0.0051 0.0006 0.0234
O 0.0149 0.004 0.0272
O 0.0011 0.0057 0.016
O -0.0054 -0.002 0.0264
O -0.0079 0.001 0.0275
O -0.0116 -0.0026 0.0363
O 0.0018 0.0021 0.011
O -0.0078 0.0049 0.024
O 0.0071 0.001 0.0247
O -0.0004 -0.0096 0.0239
O 0.0095 -0.0059 0.0188
O 0.003 0.0077 0.022
O 0.0072 0.0037 0.016
O 0.0049 0.0039 0.0238
O -0.0005 0.0019 0.0116
N 0.0053 0.0023 0.0215
O 0.0034 -0.0049 0.0146
O 0.0091 -0.0044 0.0139
O 0.0075 -0.0009 0.0196
O -0.0025 -0.004 0.018
O -0.0074 0.0035 0.0205
O -0.0054 0.0056 0.0143
O 0.0048 0.002 0.0193
O -0.0064 0.003 0.0086
O -0.0051 -0.0058 0.0278
O -0.0053 0.0068 0.0243
O 0.0001 0.0005 0.0126
O 0.0122 0.0047 0.0182
O -0.003 0.0098 0.0213
O -0.0179 0.0102 0.032
O 0.0091 -0.0014 0.0334
O 0.0047 0.0001 0.0126
O -0.0051 -0.0058 0.0274
O -0.0078 -0.0024 0.022
H -0.2951 0.284 -0.245
H 0.3193 -0.3328 -0.2319
H -0.3253 0.2503 -0.2407
H 0.3122 -0.3333 -0.2164
H 0.2172 -0.304 -0.3245
H -0.3582 0.2851 -0.2578
H -0.2801 0.3201 -0.2559
H 0.2615 -0.2835 -0.3173
H 0.2578 -0.2998 -0.3083
H -0.3348 0.2783 -0.2894
H -0.3649 0.2758 -0.2732
H 0.2875 -0.274 -0.3024
H -0.3483 0.2377 -0.2501
H 0.2695 -0.3304 -0.2346
H 0.2298 -0.4112 -0.2001
H -0.2866 0.2576 -0.2476
H -0.1837 0.3909 0.268
H 0.2809 -0.3622 0.2614
H -0.2967 0.2604 0.3197
H 0.2443 -0.3513 0.2536
H -0.2579 0.405 0.2811
H 0.2488 -0.2353 0.2874
H -0.2511 0.2844 0.2685
H 0.2968 -0.3948 0.2311
H 0.2823 -0.2503 0.2779
H -0.4158 0.2631 0.2803
H -0.2101 0.2974 0.2449
H 0.3743 -0.316 0.2684
H 0.4734 -0.132 0.2256
H -0.3449 0.2166 0.2569
H -0.1877 0.4435 0.2665
H 0.3848 -0.1515 0.2928

The program warned: the cutoff lies below the one the program advises for these potential files; the forces do not sum to zero within the program's tolerance; empty levels may hold ghost states of the PAW files; the exchange-correlation potential is rough where the density is thin.
